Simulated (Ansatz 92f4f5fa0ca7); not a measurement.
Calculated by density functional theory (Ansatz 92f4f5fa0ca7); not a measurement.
Periodic cell of 159 atoms, Si96O61N2, from a study of silicon, its oxide and their interface. The atomic structure is a simulated model.

Settings
functional: r2SCAN
potential files: Ansatz norm-conserving
basis: plane waves
wave-function cutoff: 1300 eV
density cutoff ratio: 4
exchange-correlation grid ratio: 1
k mesh: 2 x 2 x 1, shifted by 0.5 0.5 0.5 of a step
self-consistency stop: 5e-08 eV per atom in the density residual
occupations: Fermi-Dirac, 0.05 eV
spin: none
net charge: 0

Cell vectors (angstrom)
a 10.88 0 0
b 0 10.88 0
c 0 0 22.9087

Atoms and the computed forces on them: element, x, y, z (angstrom), force x, y, z (eV/angstrom)
Si 0.6208 -0.7244 -0.114 -0.001 -0.0271 -0.7738
Si 2.7205 2.639 -0.2071 0.2013 -0.2976 -0.6361
Si -0.3672 5.6338 0.3446 0.205 -0.0985 -0.872
Si 2.9024 7.9606 0.2427 0.0446 -0.1336 -0.8011
Si 4.9933 0.5384 0.1754 0.0495 -0.2669 -0.9572
Si 8.1111 2.7258 0.2484 -0.0961 -0.0593 -0.7378
Si 5.1132 5.7281 -0.3882 -0.3147 0.2875 -0.2923
Si 8.4084 7.8364 -0.1855 0.0662 -0.0738 -0.7811
Si 1.3535 1.2488 1.1559 -0.1493 0.018 -0.1727
Si 3.9948 4.1682 1.1512 -0.0112 -0.0701 -0.3072
Si 1.3586 6.7615 1.5065 -0.2366 -0.166 -0.1134
Si 4.1484 9.5368 1.3829 0.1301 0.3481 -0.0285
Si 6.6122 1.5163 1.5567 0.093 0.0241 0.0842
Si 9.4922 3.9999 1.6273 -0.1775 0.1327 -0.077
Si 6.7384 6.7591 1.1213 0.1429 -0.0459 -0.2335
Si 9.5712 9.4312 1.1647 0.0893 0.0649 -0.0444
Si 0.0537 2.5843 2.7118 0.3206 -0.1335 -0.0443
Si 2.7091 0.0145 2.6689 0.0317 0.0084 0.0953
Si -0.038 8.178 2.7401 -0.0951 0.0584 0.1419
Si 2.7284 5.3773 2.744 0.0046 -0.0514 0.0598
Si 5.2895 2.8929 2.7824 -0.1522 0.1967 0.1147
Si 8.1533 0.0034 2.6067 0.1956 -0.1881 -0.2159
Si 5.546 8.1674 2.6524 0.0779 -0.0893 -0.0895
Si 8.0288 5.445 2.6947 -0.3124 -0.0456 0.1393
Si 1.3754 3.9838 4.0819 0.1293 -0.0736 0.0492
Si 4.0229 1.38 4.0749 -0.0515 -0.0553 -0.0409
Si 1.3576 9.5536 4.0634 -0.1614 0.1488 -0.0622
Si 4.1279 6.8181 4.0268 0.0098 -0.0074 -0.0816
Si 6.7302 4.152 4.1258 -0.0568 0.2068 0.0167
Si 9.5166 1.3066 4.0442 -0.0431 0.0818 0.0811
Si 6.8701 9.5099 4.0418 -0.0326 -0.1285 0.0432
Si 9.4479 6.7891 4.0526 0.1467 -0.0411 -0.0725
Si 0.0118 0.0107 5.4547 0.0807 -0.1387 -0.0254
Si 2.704 2.6742 5.4998 -0.0069 -0.0057 -0.022
Si -0.0283 5.4039 5.3704 -0.0713 -0.0239 0.0145
Si 2.7523 8.1862 5.3732 0.0025 -0.0308 0.0545
Si 5.4435 -0.0108 5.3743 0.0599 0.1185 0.018
Si 8.1584 2.7386 5.369 -0.0567 -0.012 0.0407
Si 5.4445 5.5155 5.4915 0.0281 -0.0964 0.0017
Si 8.1648 8.1539 5.4679 0.0073 0.0945 -0.0356
Si 1.3579 1.3343 6.8813 -0.0115 0.074 0.0153
Si 4.1166 4.0585 6.752 -0.0004 0.0676 0.1087
Si 1.372 6.7928 6.6759 0.0075 0.0758 0.0199
Si 4.104 9.5181 6.8019 -0.047 -0.0235 -0.1274
Si 6.8058 1.3753 6.7166 0.0193 -0.0389 0.0338
Si 9.5009 4.0761 6.798 0.0405 -0.0051 -0.0552
Si 6.8219 6.8281 6.8822 -0.0247 -0.0015 -0.0085
Si 9.5428 9.5222 6.7849 0.0597 -0.0438 0.101
Si -0.0127 2.7437 8.1895 -0.0045 -0.043 -0.0504
Si 2.768 -0.0261 8.2226 0.0008 0.0232 0.0946
Si 0.0394 8.1284 8.1001 0.0172 -0.0161 -0.0241
Si 2.753 5.4472 8.018 0.0112 -0.1103 -0.2849
Si 5.4853 2.7192 8.1347 -0.0361 0.001 0.0273
Si 8.1909 0.0672 8.0876 0.0461 0.0941 -0.1839
Si 5.4574 8.1944 8.2196 0.0268 0.0519 0.0574
Si 8.184 5.4365 8.2338 -0.0177 -0.0104 0.0148
Si 1.4425 4.1247 9.3931 -0.0534 -0.0073 0.2461
Si 4.167 1.3621 9.564 0.0071 -0.0476 0.2695
Si 1.3541 9.4785 9.5265 0.0384 0.028 0.2258
Si 4.0603 6.7299 9.4468 -0.0048 0.0328 0.0917
Si 6.8088 4.0577 9.5859 -0.0732 -0.0139 0.1625
Si 9.4894 1.4151 9.5511 -0.0672 0.0101 0.1571
Si 6.8836 9.6198 9.4676 -0.0901 0.054 0.1448
Si 9.6306 6.7659 9.546 0.0919 0.053 0.325
Si -0.2551 -0.1968 10.8084 -0.1552 -0.1658 0.7717
Si 2.9036 2.9469 10.7878 0.0031 0.0932 0.6427
Si 0.4053 5.5963 10.8752 0.0901 0.0528 0.5334
Si 2.5036 7.8326 10.7709 -0.0261 -0.1233 0.6253
Si 5.8625 0.3107 10.9077 0.1382 0.0094 0.5437
Si 7.9963 2.5784 11.0181 -0.147 -0.105 0.5568
Si 5.0983 5.122 10.8291 0.137 0.0032 0.8406
Si 8.4747 8.4628 10.7122 -0.032 -0.0146 0.6572
Si -0.963 3.1142 16.0308 -0.0176 -0.1448 0.4299
Si -1.2784 4.3896 13.1166 0.0528 0.0274 0.2783
Si 4.0601 8.2139 15.2319 -0.3629 -0.0245 0.2536
Si 1.8775 12.4776 15.9085 -0.0168 0.0785 0.4363
Si 0.9453 15.1511 20.818 -0.1687 0.0614 -0.2259
Si 6.6975 -3.6373 16.0533 0.1814 0.0146 0.5017
Si 5.4611 5.9972 13.8273 -0.3185 -0.0689 0.3403
Si 4.7184 2.0728 16.9137 0.1694 0.0474 0.1395
Si -2.1252 -1.7276 15.5094 0.099 -0.0551 0.1468
Si -3.7728 1.0439 21.0582 0.119 -0.1971 -0.3093
Si -6.9914 9.781 12.7335 0.1892 -0.0748 0.3253
Si -5.9044 8.5725 18.0391 -0.3306 0.1649 0.1027
Si -1.3136 4.5511 18.9018 0.0783 0.2513 -0.3867
Si -1.4427 10.1297 17.9416 0.2798 0.2102 -0.0978
Si 2.9369 6.8161 17.3229 -0.2159 -0.021 -0.0148
Si 8.1602 7.2337 13.4249 0.2177 0.3086 0.3078
Si 3.0766 0.1895 18.2373 0.0355 -0.0969 -0.0223
Si 6.9714 -6.8486 20.7465 0.3854 0.0398 -0.243
Si -3.3221 9.1569 19.8689 0.1029 -0.0051 -0.6838
Si 11.5449 6.7391 19.2298 -0.2077 -0.0493 -0.5473
Si 12.5364 1.0384 12.8121 -0.1722 0.1042 0.253
Si 5.167 4.8947 16.4171 -0.0187 -0.1398 0.3421
Si -3.2298 11.7601 16.231 -0.1711 -0.0165 0.0295
Si 11.6458 -0.918 19.8121 0.1694 0.0994 -0.5505
O -2.5134 1.4952 22.0271 -0.1329 0.3747 0.2821
O 0.1756 -0.4192 21.2329 0.0865 -0.0925 0.5622
O 2.1537 3.2316 21.2087 0.0564 -0.0422 0.7631
O 3.8507 1.4787 -0.5948 0.1824 0.0476 0.7494
O -3.1064 -2.5097 21.2684 0.2853 -0.224 0.6945
O -0.8345 6.1255 18.9587 0.2253 -0.1711 0.3007
O 3.9312 6.9334 -0.6707 -0.0002 -0.0588 0.5997
O 11.0899 4.494 22.2327 -0.0088 0.1283 -0.1268
O 6.4154 -5.0245 16.892 -0.2795 0.2114 -0.3926
O 5.9507 0.1687 21.8044 -0.001 0.2703 0.1959
O 7.8139 -0.4058 15.2117 0.2049 -0.1752 0.1965
O 7.6413 4.0243 22.2403 0.08 -0.38 -0.0514
O 5.7164 5.0771 21.0414 -0.2545 0.2518 0.7539
O 8.0817 4.4634 19.5989 -0.3431 -0.1578 0.5495
O -4.834 1.2435 16.3582 0.0211 0.0518 0.0977
O 13.6064 7.9366 16.1382 0.5504 -0.1617 -0.0843
O -1.326 -1.3339 11.3543 -0.0378 -0.0215 -0.7406
O 0.2356 0.533 12.2137 0.2518 -0.0559 -0.4657
O 2.1059 2.4464 12.1485 0.0766 -0.1688 -0.4011
O 3.4182 2.24 15.8913 -0.1202 -0.1547 0.12
O 0.0147 4.6284 12.1594 -0.1275 0.2257 -0.3133
O 1.4282 6.7676 11.4804 0.0963 0.0198 -0.8021
O 3.4659 8.4236 11.962 -0.0922 0.1812 -0.0254
O 3.8865 7.4376 18.5107 0.0358 0.0905 -0.255
O -2.2392 2.0996 15.7834 0.188 0.0221 0.0665
O 6.9061 1.4405 11.5633 -0.0812 -0.0946 -0.7511
O 8.6221 3.2995 12.3827 -0.0013 -0.0566 -0.4234
O 3.6895 5.4952 16.7546 0.2323 0.1391 0.0027
O 3.995 4.0285 11.3894 0.0663 0.0752 -0.6927
O 5.6682 5.706 12.2707 -0.2039 -0.1832 -0.4576
O 7.678 7.837 12.0084 0.2865 0.0546 -0.3758
O 4.1943 6.9506 14.2087 0.2396 0.0201 -0.1552
O -2.847 -2.8535 16.4729 -0.1167 0.1351 -0.3789
O -8.1113 -0.0226 12.3548 -0.0085 0.0204 0.0121
O -1.9407 5.8552 13.1897 0.0299 -0.1586 -0.1336
O 1.5509 1.0941 14.4183 0.055 -0.0139 -0.5856
O -0.8929 9.6221 16.4685 -0.6085 -0.0065 0.097
O 0.7209 8.3219 19.6171 0.0413 0.076 0.1699
O 2.2586 21.4748 19.5546 -0.21 -0.0861 0.0273
O 5.3373 14.4068 17.236 -0.1444 0.0969 -0.2425
O -0.1614 -0.1645 18.7083 -0.1246 -0.312 0.2419
O 10.7269 14.5842 19.7218 0.225 0.2787 0.4038
O 5.293 4.6719 14.7957 0.0636 0.436 -0.1429
O 10.0063 3.9445 14.6345 -0.1299 0.105 -0.5871
O 0.5469 13.3743 16.3122 -0.0125 -0.1102 -0.209
N 6.8088 6.8894 14.3924 0.0349 0.049 -0.1584
O -1.3427 14.8913 17.3553 0.0795 -0.0533 0.0742
N 5.3586 8.2521 16.3761 0.0839 -0.2185 -0.0579
O -3.2822 10.7732 20.0481 -0.0833 0.1973 0.2886
O -4.6741 -2.2313 19.0885 0.2343 0.0504 0.159
O 1.8224 -1.8635 22.4152 -0.2808 0.2558 0.386
O -2.0565 -1.9454 18.8637 -0.2287 0.1777 0.2159
O -5.5649 10.3544 12.2195 -0.2441 0.054 -0.2321
O -1.7558 8.3625 14.1512 -0.3693 -0.2861 -0.1175
O -2.5964 0.3729 17.6454 0.1481 -0.2135 -0.1958
O -6.9439 -1.3174 14.3505 -0.0082 -0.0737 -0.6319
O -1.2882 -4.1803 22.3426 -0.2399 0.059 0.8316
O 12.3356 6.4787 17.8315 0.1553 0.1379 0.3467
O 2.0225 0.3916 17.0022 0.2057 0.2118 -0.0649
O 4.0294 12.4054 18.3012 -0.0873 -0.1949 -0.2697
O 1.4106 16.6466 20.3194 -0.088 -0.2412 0.1785
O 6.557 2.4659 20.4148 0.0718 -0.1297 0.3052
O 4.193 9.9638 17.9344 -0.0448 -0.0978 0.0617

Results
free energy: -40206.900 eV
free energy less fixed offsets of N -289.75, O -463.61, Si -117.95 eV per atom: -23.990 eV
pressure: -1.93 GPa
stress xx, yy, zz, yz, xz, xy (GPa, positive in tension): 1.94, 1.84, 2, 0.13, 0.69, -0.21

The program warned: the forces do not sum to zero within the program's tolerance.
